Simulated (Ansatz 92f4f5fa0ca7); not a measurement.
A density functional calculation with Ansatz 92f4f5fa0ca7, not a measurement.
Periodic cell of 225 atoms, Si132O91P2, from a study of silicon, its oxide and their interface. The atomic structure is a simulated model.
Doubt: the cutoff is far below the 930 eV that the study's wrapper takes by default for these files, so forces and energies are approximate.
This geometry differs little from another in the collection (a relaxation step or a small displacement).

Settings: functional PBE; potential files Ansatz PAW; basis plane waves; wave-function cutoff 580 eV; density cutoff ratio 5; exchange-correlation grid ratio 1; k mesh 1 x 1 x 1, Gamma-centred; self-consistency stop 5e-08 eV per atom in the density residual; occupations fixed; spin none; net charge 0.

Cell vectors (angstrom)
a 10.938 0 0
b 0 10.938 0
c 0 0 31.9494

Atoms: element, x, y, z (angstrom)
Si 10.6393 -0.0038 24.4294
Si 5.0878 0.1222 24.6744
Si 2.8392 2.2925 24.5492
Si 8.5835 2.4285 24.5863
Si 10.721 5.5837 24.3431
Si 5.17 5.6098 24.4634
Si 3.0039 7.9491 24.4271
Si 8.4318 7.8245 24.4346
Si 1.3031 1.1314 25.8492
Si 6.8229 1.3247 25.7543
Si 3.9977 4.0105 25.748
Si 9.6991 4.0239 25.8632
Si 1.3471 6.7907 25.6805
Si 6.8147 6.719 25.7639
Si 4.0126 9.4678 25.9694
Si 9.4914 9.4403 25.8124
Si 2.6438 -0.1324 27.2969
Si 8.1453 -0.07 27.1566
Si 0.0854 2.6552 27.2174
Si 5.4594 2.719 27.1258
Si 2.6732 5.4149 27.1215
Si 8.1986 5.3659 27.1466
Si 0.0152 8.1488 27.138
Si 5.5202 8.1408 27.1902
Si 4.0868 1.3298 28.5082
Si 9.5422 1.3299 28.5081
Si 1.3876 4.0679 28.572
Si 6.8128 4.0615 28.5365
Si 4.0853 6.7841 28.4968
Si 9.5583 6.7844 28.493
Si 1.2937 9.4838 28.6243
Si 6.8277 9.5344 28.5723
Si -0.0316 0.0013 29.9166
Si 5.4629 -0.0038 29.901
Si 2.7638 2.7146 29.9089
Si 8.2006 2.7192 29.8922
Si -0.0032 5.4573 29.8951
Si 5.4627 5.4577 29.893
Si 2.7492 8.1668 29.9089
Si 8.2264 8.1781 29.895
Si 1.3673 1.3673 31.2657
Si 6.8362 1.3673 31.2657
Si 4.1018 4.1018 31.2657
Si 9.5708 4.1018 31.2657
Si 1.3673 6.8362 31.2657
Si 6.8362 6.8362 31.2657
Si 4.1018 9.5708 31.2657
Si 9.5708 9.5708 31.2657
Si 2.7345 0 0.6835
Si 8.2035 0 0.6835
Si 0 2.7345 0.6835
Si 5.469 2.7345 0.6835
Si 2.7345 5.469 0.6835
Si 8.2035 5.469 0.6835
Si 0 8.2035 0.6835
Si 5.469 8.2035 0.6835
Si 4.0642 1.4056 2.0617
Si 9.568 1.375 2.0333
Si 1.3354 4.153 2.0553
Si 6.808 4.1481 2.0449
Si 4.0808 6.8543 2.0423
Si 9.5508 6.8607 2.0535
Si 1.345 9.6131 2.0521
Si 6.7773 9.6398 2.036
Si -0.0054 0.0588 3.4429
Si 5.4164 0.0569 3.4536
Si 2.697 2.8045 3.4198
Si 8.2172 2.79 3.3451
Si 0.0054 5.5435 3.4584
Si 5.4469 5.5298 3.4385
Si 2.7238 8.2505 3.3862
Si 8.1671 8.2903 3.3444
Si 1.3313 1.4802 4.8235
Si 6.821 1.5086 4.7111
Si 4.0258 4.1922 4.7999
Si 9.5642 4.1212 4.7515
Si 1.3461 7.0003 4.8228
Si 6.7977 7.0072 4.7343
Si 4.0339 9.5875 4.8129
Si 9.5134 9.6212 4.7433
Si 2.596 -0.0061 6.143
Si 8.1826 0.1348 6.0348
Si -0.0163 2.8613 6.2606
Si 5.4427 2.8263 6.1132
Si 2.7332 5.6603 6.1862
Si 8.2186 5.6161 5.951
Si -0.0473 8.3839 6.2134
Si 5.4628 8.3163 6.2421
Si 4.3135 1.1308 7.3437
Si 9.689 1.228 7.471
Si 1.1648 4.5326 7.5098
Si 6.617 4.5567 7.2725
Si 4.3157 6.7575 7.6233
Si 9.7344 6.6635 7.4519
P 1.059 9.8927 7.621
Si 6.6776 9.9681 7.4397
O 9.5965 1.234 23.9949
O 4.1181 6.7989 23.9584
O 4.0252 1.2378 24.0416
O 9.5497 6.697 23.907
O -0.0271 5.6011 7.9926
O 5.488 0.0967 7.9191
O -0.0853 0.1271 7.958
O 5.5113 5.6295 7.8927
O 7.6127 4.0726 8.4789
O 8.7614 7.1055 8.726
O 8.8249 1.7229 8.8127
O 7.573 9.4877 8.7519
O 3.5528 1.8074 8.6266
O 3.6892 7.2655 9.1029
O 2.0459 4.0136 8.8241
O 8.1548 3.4862 23.3881
O 0.4641 4.9307 22.9585
O 1.9242 2.7477 23.2619
O 5.8419 4.9019 23.1295
O 5.5349 9.9864 23.5123
O 2.4686 8.6931 23.0463
O 0.2051 10.0593 23.0973
O 7.8006 8.5643 23.0926
Si 8.7119 7.671 18.476
Si 8.9214 6.329 13.6161
Si 3.8815 1.5135 14.7566
Si 2.2051 5.7265 17.6509
Si 2.452 3.1215 19.5119
Si 9.9723 8.9997 12.0365
Si 1.3551 9.4129 22.0987
Si 9.2987 0.9367 13.2284
Si 1.4914 5.0116 13.0462
Si 1.941 8.1903 12.8273
Si 6.6709 9.5486 22.4477
Si 4.6054 4.5677 15.7515
Si 8.2229 3.0515 9.5638
Si 0.8923 8.2233 19.287
Si 6.9829 1.3383 21.1179
Si 8.2975 8.3507 9.6754
Si 10.97 5.1724 15.6222
Si 7.6464 9.4904 16.3673
Si 9.9627 2.0432 20.3221
P 3.3852 8.645 10.0445
Si 6.7595 3.3139 17.4559
Si 1.1978 0.1932 19.8208
Si 3.2898 2.7885 12.3216
Si 7.2639 5.3729 19.7164
Si 5.9552 8.6039 11.6638
Si 5.9109 6.0155 13.2583
Si 4.6972 9.6845 17.6486
Si 1.0412 3.5921 22.1909
Si 4.9369 1.4592 18.8314
Si 3.1779 3.0869 9.541
Si 6.5668 10.8169 13.8356
Si 10.4287 0.1099 16.0242
Si 5.6869 3.6465 11.1517
Si 9.9369 3.8528 11.8926
Si 2.4126 9.8955 15.5771
Si 6.125 8.1 19.8261
Si 6.9561 3.9669 22.3995
Si 9.8179 2.7678 17.4015
O 7.3407 6.3135 13.9946
O 1.9366 7.0375 18.6992
O 10.3416 4.0266 16.5525
O 6.234 9.9482 17.0899
O 10.2456 0.7124 14.526
O 8.4915 6.0891 18.8847
O 5.2759 0.6858 14.4529
O 5.7755 2.026 17.5614
O 8.3763 1.924 20.5619
O 2.043 4.2766 18.4182
O 6.9905 2.805 10.6237
O 4.9209 2.6709 12.2097
O 6.1032 4.3629 16.3953
O 4.5641 3.9088 9.9519
O 10.7127 2.7525 21.5869
O 9.8347 6.1471 14.9664
O 6.0518 6.4642 19.8634
O 4.1291 0.1454 18.3005
O 9.4314 10.5092 12.3399
O 2.9357 4.3306 12.7578
O 1.9379 10.6939 21.2316
O 4.0305 2.6983 19.4082
O 0.805 10.0307 16.0057
O 1.3151 9.7839 18.8585
O 1.75 1.6436 19.2878
O 9.02 10.3796 16.5515
O 4.9304 8.5553 18.8082
O 9.6656 8.8153 10.4401
O 6.8012 4.053 18.9035
O 2.9219 1.6844 13.4325
O 5.8591 8.7633 21.2798
O 2.5491 2.4562 10.9142
O 7.658 4.8447 21.2094
O 5.3907 7.4628 12.6872
O 0.6292 8.9913 12.3136
O 7.705 1.0381 13.5988
O 7.2064 9.6282 14.7937
O 9.0882 4.9959 12.6841
O 8.1563 8.021 16.9482
O 6.2429 2.5686 21.9144
O 2.5019 9.0307 14.1484
O 0.5206 4.4468 11.8585
O 0.8561 8.2988 20.9572
O 9.4536 3.7687 10.3447
O 9.7719 2.3456 12.5357
O 7.6744 8.5351 19.4295
O 2.9292 8.0205 11.5161
O 4.0532 3.0296 15.4079
O 0.8945 4.4342 14.451
O 10.1006 2.9988 18.9943
O 9.3207 7.7646 12.9167
O 10.5447 0.5237 20.0905
O 6.079 5.0143 11.9573
O 8.2172 2.7135 17.0555
O 3.6108 5.453 16.7626
O 4.9075 9.0142 10.4639
O 1.5853 6.6334 13.206
O 4.8713 5.4502 14.3913
O 2.066 3.8379 20.9343
O 10.6265 1.4035 17.0025
O 1.033 6.0425 16.559
O 7.3679 10.9449 21.9701
O 5.9584 0.8829 19.9547
O 6.2156 10.0113 12.4546
O 2.9414 0.5091 15.6201
O 7.2461 7.9664 10.8757
O 10.2978 7.9822 18.7167
O 3.5148 9.1648 16.6025

Results
free energy: -137176.504 eV
free energy less fixed offsets of O -568.88, P -755.39, Si -635.61 eV per atom: 2.876 eV

Forces (eV/angstrom), in the order of the atoms: element, x, y, z
Si 0.0069 0.0021 0.0025
Si 0.0003 -0.0034 0.0019
Si -0.0012 -0.0028 0.0031
Si 0.0023 0.0037 0.0081
Si 0.0006 -0.0045 0.004
Si 0.0077 0.0037 0.0049
Si 0.0035 0.003 0.008
Si -0.0009 -0.0023 0.0008
Si -0.0014 -0.0009 -0.0035
Si 0.0028 -0.0007 -0.0026
Si -0.0016 0.0018 0.0003
Si -0.0009 -0.0021 -0.0031
Si 0.0048 -0.0006 -0.0025
Si 0.0007 -0.002 0.0006
Si 0.0057 -0.0048 -0.0073
Si 0.004 -0.001 -0.0009
Si 0.0036 0.0051 -0.0053
Si 0.0038 0.0009 -0.0004
Si 0 -0.0026 -0.0056
Si 0.0017 -0.003 0.0043
Si 0.0056 0.0012 0.0015
Si 0.0054 0.0024 -0.0031
Si -0.0018 -0.0031 0.0032
Si -0.0014 -0.0059 -0.005
Si 0.0052 0.0053 -0.0063
Si -0.001 -0.0032 -0.0054
Si 0.0138 -0.0029 0.0109
Si -0.0013 -0.0028 0.0002
Si -0.0006 -0.0095 -0.0107
Si 0.0055 -0.0015 -0.014
Si -0.0096 -0.0115 0.0315
Si 0.0035 -0.0008 0.0093
Si -0.0029 -0.0188 -0.0046
Si 0.0033 -0.0049 -0.0019
Si 0.0018 0.0143 -0.0039
Si -0.008 -0.0038 -0.002
Si -0.0025 -0.0067 -0.0008
Si -0.0039 -0.0056 -0.0004
Si -0.0157 0.0044 -0.0049
Si -0.0022 0.0068 -0.0008
Si 0.0764 -0.0091 -0.0502
Si 0.0701 -0.0342 -0.0082
Si 0.1 -0.0953 0.0875
Si -0.0596 -0.1236 -0.0647
Si 0.0477 -0.1755 0.048
Si 0.0739 -0.0331 -0.098
Si -0.0187 -0.0976 -0.0152
Si -0.1386 -0.1535 0.1465
Si -0.1007 0.1136 0.0033
Si -0.1705 0.0767 -0.1111
Si -0.0002 0.1733 0.0033
Si -0.0672 0.1209 0.1031
Si -0.1 0.0046 -0.0633
Si -0.0687 0.0993 -0.0415
Si -0.0205 0.1488 0.0733
Si -0.0838 0.1274 -0.0267
Si 0.0048 0.0037 0.0072
Si -0.0131 -0.0002 0.0049
Si 0.0192 -0.0086 -0.0006
Si 0.0068 -0.0021 0.0123
Si 0.0021 -0.0128 0.0021
Si -0.0026 -0.0013 0.0075
Si 0.0114 -0.0004 -0.0016
Si 0.0176 0.0046 0.002
Si 0.0046 0.0101 0.0046
Si 0.0043 -0.0005 0.001
Si -0.0153 -0.0087 -0.0061
Si 0.0138 0.0038 -0.0304
Si -0.0107 0.0084 0.0072
Si 0 0.0075 0.0072
Si 0.0022 -0.0006 -0.0071
Si 0.0168 0.0158 -0.008
Si -0.0043 -0.0059 0.0124
Si -0.0092 -0.0116 0.0066
Si 0.0318 0.0024 0.0077
Si 0.0027 0.0132 0.0066
Si 0.0079 -0.0094 -0.0157
Si -0.0003 -0.0298 0.0028
Si 0.0041 -0.0022 0.0068
Si -0.0046 -0.0101 0.0153
Si 0.0288 -0.0245 -0.0082
Si 0.0013 -0.0069 0
Si -0.0088 -0.0179 -0.0033
Si 0.0054 0.0315 0.0146
Si -0.0123 -0.0124 -0.0086
Si -0.0201 -0.0089 0.0009
Si 0.0026 0.0096 -0.0161
Si 0.0054 0.0255 -0.0236
Si -0.0069 -0.0023 -0.0245
Si 0.0193 0.0424 -0.0638
Si 0.0163 -0.012 0.0377
Si -0.0198 -0.0155 -0.084
Si 0.0185 -0.0296 0.0492
Si -0.0015 0.0025 -0.0145
P 0.0541 -0.0031 0.0272
Si -0.001 0.0018 -0.0001
O -0.0017 -0.0017 -0.0016
O -0.0036 0.0009 -0.0023
O 0.0025 0.0025 -0.0012
O -0.0003 0.0038 -0.0008
O -0.0045 0.0085 -0.0152
O 0.0226 0.0046 0
O -0.01 -0.047 0.0162
O 0.0023 0.025 -0.0033
O 0.0007 0.0193 -0.0031
O 0.0078 -0.0014 0.0029
O -0.0315 0.0106 0.0708
O 0.0043 -0.0026 -0.0059
O -0.0007 0.0237 0.0126
O -0.0225 0.0602 0.0173
O -0.006 0.0015 -0.0076
O -0.0005 0.0018 -0.0037
O 0.0019 -0.0011 0.0019
O 0.0006 0.0028 -0.0042
O 0.0027 -0.0019 0.0021
O 0.0051 -0.0014 -0.0014
O 0 0.0004 -0.0033
O 0 0.0011 0.0016
O -0.0006 0.001 -0.001
Si 0.0029 -0.0016 -0.0032
Si 0.0012 0.0012 -0.0013
Si 0.0048 0.0007 -0.0041
Si 0.0039 -0.0013 -0.0023
Si 0.0027 -0.0012 -0.0043
Si 0.0079 0.0078 -0.0016
Si 0.0039 0.0006 -0.0073
Si 0.0078 0.0004 -0.0021
Si 0.0071 0.0085 -0.0041
Si 0.007 -0.0065 0.0084
Si 0.0007 -0.0007 -0.0066
Si 0.0035 0.0005 -0.0036
Si 0.0261 -0.0166 0.0336
Si 0.0027 0.0013 -0.007
Si 0.0052 -0.0017 -0.0079
Si 0.007 0.0045 0.0232
Si 0.0073 -0.003 -0.0025
Si 0.0042 0 -0.0001
Si 0.002 -0.0012 -0.0054
P 0.0663 -0.0819 0.0164
Si 0.003 -0.0023 -0.0025
Si 0.0038 -0.0021 -0.0058
Si -0.0009 0.0039 -0.0014
Si 0.0033 -0.0004 -0.0064
Si -0.0092 0.0051 0.0016
Si -0.0015 0.0023 -0.0061
Si 0.0026 0 -0.0036
Si 0.0028 -0.0004 -0.0053
Si 0.0032 -0.0014 -0.0053
Si -0.0101 -0.0134 -0.0064
Si 0.0005 -0.0061 -0.0062
Si 0.0029 -0.0002 -0.0038
Si -0.0073 0.0024 0.0137
Si 0.0054 -0.0039 0.0044
Si 0.0055 -0.0019 -0.0062
Si 0.0035 -0.0009 -0.0048
Si 0.0035 0.0018 -0.0067
Si 0.0027 -0.0014 -0.0028
O 0.004 -0.0018 0.0003
O 0.0037 -0.0021 0.0024
O 0.0059 0.0015 0.001
O 0.0035 -0.0006 0.0014
O 0.0023 0 -0.0031
O 0.0047 -0.0004 0.0031
O 0.0026 0.001 0.0023
O 0.0035 0.0001 0.0026
O 0.0027 -0.0023 0.0042
O 0.0033 0.0021 0.0008
O -0.003 -0.0015 0.0011
O 0.0033 -0.0002 -0.0032
O 0.0026 0.001 0.0001
O 0.0108 -0.0014 -0.0005
O 0.0007 -0.0018 0.0036
O -0.0005 0.0009 0.0003
O 0.003 0.0008 0.0035
O 0.0037 -0.0012 0.0021
O 0.006 -0.0082 -0.0018
O 0.0038 -0.0048 0.0028
O 0.0028 0.0006 0.0028
O 0.0026 -0.0016 0.0024
O 0.0045 0 0.0026
O 0.0022 -0.0009 0.0046
O 0.0024 0.0011 0.0031
O 0.0034 -0.0003 0.0024
O 0.0026 0.0002 0.0022
O -0.0172 -0.006 -0.0056
O 0.0021 -0.0022 0.0011
O 0.0037 -0.0006 0.0006
O 0.0039 -0.0024 0.0018
O 0.0044 0.0007 0.0005
O 0.0025 0.0009 0.0014
O 0.0119 -0.001 0.0006
O -0.0066 0.0004 -0.0033
O 0.0036 0.0002 -0.0001
O 0.003 0.0004 0.0008
O 0.001 0.0015 0.0007
O 0.0036 0.001 -0.0018
O 0.0019 -0.0031 0.0043
O -0.0002 -0.0005 0.0032
O -0.0028 -0.002 -0.0037
O 0.0022 -0.0015 0.0008
O 0.0011 -0.0005 -0.0029
O 0.0018 0.0009 -0.0019
O 0.002 -0.0006 0.0031
O -0.0195 0.0346 -0.0156
O 0.0017 0 0.0031
O -0.0017 -0.0001 0.0066
O 0.0031 0.0005 0
O 0.0011 -0.0044 0.0008
O 0.0035 -0.0001 0.0035
O 0.0088 -0.0042 -0.0016
O 0.0023 -0.0003 0.0012
O 0.0049 -0.0013 0.0014
O -0.0483 -0.0165 -0.0107
O 0.0088 0.002 -0.0034
O 0.0062 -0.0031 0.0024
O 0.0037 -0.0008 0.0013
O 0.0022 -0.0022 0.0009
O 0.0005 -0.0028 -0.0001
O 0.0014 0.0014 0.0024
O 0.0017 -0.0007 0.002
O 0.004 -0.0058 -0.0042
O 0.0031 -0.002 0.0017
O -0.0003 0.0096 -0.0025
O 0.0025 -0.0004 0.0025
O -0.0002 0.0003 0.0027

The program warned: the cutoff lies below the one the program advises for these potential files; the forces do not sum to zero within the program's tolerance; the exchange-correlation potential is rough where the density is thin.
